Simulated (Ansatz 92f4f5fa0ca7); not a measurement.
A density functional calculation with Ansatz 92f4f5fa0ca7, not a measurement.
Periodic cell of 166 atoms, Si98O68, from a study of silicon, its oxide and their interface. The atomic structure is a simulated model.

Settings
functional: r2SCAN
potential files: Ansatz norm-conserving
basis: plane waves
wave-function cutoff: 1300 eV
density cutoff ratio: 4
exchange-correlation grid ratio: 1
k mesh: 2 x 2 x 1, shifted by 0.5 0.5 0.5 of a step
self-consistency stop: 5e-08 eV per atom in the density residual
occupations: Fermi-Dirac, 0.05 eV
spin: none
net charge: 0

Cell vectors (angstrom)
a  10.88  0  0
b  0  10.88  0
c  0  0  23.3791

Atoms and the computed forces on them: element, x, y, z (angstrom), force x, y, z (eV/angstrom)
Si  1.3427  0.3438  -0.9987  -0.1151  0.3043  0.1825
Si  3.0757  3.0558  -0.6957  -0.4233  -0.1138  -0.7172
Si  1.2527  4.6691  -0.3514  0.3663  0.1476  -0.0421
Si  4.5901  7.5181  0.6486  -0.3545  0.1126  -0.0333
Si  5.936  -0.2498  -0.3264  0.0349  -0.0211  -0.7536
Si  8.6185  2.4244  0.0477  -0.2623  -0.7324  -0.6256
Si  6.7887  4.0686  0.0322  1.4606  0.3938  0.0702
Si  9.137  7.4427  -0.9954  0.0689  -0.043  0.2058
Si  0.8207  0.2397  1.2908  -0.1427  0.3433  -0.2261
Si  4.3116  3.5576  1.3171  0.2072  0.2964  0.2513
Si  2.1142  6.8563  0.1456  0.1788  0.3104  -0.4108
Si  4.6467  9.7225  1.5127  -0.3176  -0.2174  -0.1866
Si  8.037  0.2411  0.651  0.3181  -0.1797  0.0613
Si  10.3883  3.6547  0.9486  -0.0094  -0.0065  -0.075
Si  8.6475  5.1497  0.9281  -0.2305  0.9113  -0.5989
Si  9.8457  9.6578  0.8912  -0.1801  -0.2467  -0.2283
Si  0.0796  2.1968  2.6096  0.0354  -0.0598  0.0677
Si  2.7471  -0.2534  2.6036  0.0787  0.0329  0.3735
Si  -0.0293  8.1232  2.3708  0.1611  -0.0803  0.145
Si  2.8347  4.9874  2.484  -0.0207  0.1601  0.3588
Si  5.61  2.2448  2.8543  0.1511  0.1955  -0.0153
Si  7.4002  0.5245  2.8184  -0.0978  0.1829  -0.0981
Si  5.7795  7.3238  2.6839  -0.0082  -0.1588  -0.1843
Si  7.635  5.7121  2.9031  -0.1413  -0.1322  0.4687
Si  1.3379  3.8063  3.8608  0.1774  -0.0539  0.0649
Si  3.9366  1.2198  4.0979  -0.2344  -0.0239  -0.1818
Si  1.3062  9.3294  3.9822  0.083  -0.2417  0.0317
Si  4.0234  6.4373  3.9888  -0.1215  -0.0608  0.0154
Si  6.6466  3.9558  4.1591  0.0289  -0.008  -0.2922
Si  9.3218  1.257  4.0185  0.1453  0.0263  0.1115
Si  6.5041  9.4374  3.7199  0.1069  -0.1552  0.1255
Si  9.488  6.8004  3.8928  0.0543  -0.2908  -0.1945
Si  -0.0961  -0.1121  5.3504  -0.1084  0.164  -0.0003
Si  2.6676  2.6775  5.4181  0.0045  -0.0243  0.0602
Si  -0.0437  5.284  5.1636  -0.1109  -0.0302  -0.0114
Si  2.7006  7.9112  5.2954  -0.1043  -0.032  0.0008
Si  5.3583  -0.1593  5.3374  -0.1987  -0.1594  0.2389
Si  8.1172  2.6822  5.4371  -0.1177  0.1033  0.0679
Si  5.3306  5.2934  5.5453  0.0516  -0.076  0.1507
Si  8.0534  8.1904  5.1882  0.2269  0.0878  0.149
Si  1.2344  1.3793  6.7215  -0.158  0.3363  0.0765
Si  4.0295  3.9305  6.9082  -0.0561  0.0632  -0.0836
Si  1.351  6.5161  6.6492  0.2106  0.0493  0.0775
Si  4.0359  9.3461  6.6457  0.0218  0.1507  -0.0318
Si  6.743  1.2581  6.7655  0.0659  -0.1318  -0.0844
Si  9.3891  4.1791  6.6488  -0.0194  -0.0696  0.0793
Si  6.7423  6.8358  6.6932  -0.0727  -0.0655  -0.095
Si  9.409  9.3875  6.6928  -0.1756  -0.0636  0.0726
Si  -0.208  2.8875  8.0651  0.2563  -0.254  -0.1104
Si  2.7245  -0.0263  7.8738  -0.1425  -0.046  -0.1256
Si  0.0148  7.9715  7.8931  -0.3027  -0.0536  -0.2842
Si  2.7786  5.3625  8.2691  0.0022  -0.0938  0.0813
Si  5.3086  2.4985  8.2375  0.1239  0.5373  0.6638
Si  8.0722  -0.1544  8.1298  0.1937  -0.1893  -0.0299
Si  5.4195  8.1444  8.133  -0.1033  -0.008  0.2255
Si  8.1581  5.6179  8.09  0.1006  -0.1236  -0.0762
Si  -0.1473  4.4347  9.909  0.2676  -0.0566  0.0574
Si  4.0743  0.9875  9.5157  0.7779  -0.4028  -0.2281
Si  1.5712  9.2494  9.0027  0.0513  -0.0835  1.2205
Si  3.83  7.1033  9.5148  -0.1898  0.6838  0.302
Si  7.2898  4.34  9.8646  -0.1  0.1157  0.4189
Si  9.5683  1.2432  9.2243  0.1906  -0.421  0.087
Si  6.4222  9.694  9.5794  -0.3279  0.5859  -0.2803
Si  9.7952  6.6376  9.4472  0.0245  0.0672  0.0613
Si  0.583  0.6607  10.6664  -0.897  -0.8029  0.0576
Si  2.4498  2.0818  10.8821  0.0148  0.1653  0.9219
Si  2.096  4.3089  10.2613  -0.1474  0.2677  0.373
Si  5.985  8.8223  13.5507  0.1296  -0.1417  0.7496
Si  7.4347  -1.5426  11.6741  0.5803  0.8864  -0.0996
Si  9.0946  1.1039  11.5556  0.468  0.9296  -0.4902
Si  5.7814  6.5866  14.1606  0.3315  -0.6951  0.4688
Si  9.3882  7.8771  11.5399  0.3988  -0.6656  0.2218
Si  1.212  -2.4132  13.1558  0.052  0.0732  0.3819
Si  9.0341  3.3499  11.1216  -0.5114  -0.6541  0.8296
Si  7.8624  5.4266  12.5045  -0.0388  -0.2906  0.4441
Si  -7.5449  6.3135  12.3519  0.1648  -0.2303  0.1961
Si  0.6673  1.5733  16.0392  -0.0232  0.0393  0.2535
Si  2.6719  2.9352  14.0314  -0.0554  0.2937  0.4259
Si  18.5537  -0.1162  15.2933  0.0813  0.3207  0.116
Si  -5.9971  2.7058  17.299  -0.1003  0.0729  0.1234
Si  3.7943  -1.075  13.7821  -0.866  0.9452  0.5079
Si  10.5349  9.5806  15.6078  0.2167  0.0545  0.2402
Si  15.6899  7.0749  16.8823  0.1163  -0.0229  0.0896
Si  4.2367  -3.8633  19.6887  0.0701  -0.069  -0.1374
Si  5.5616  2.4329  21.3194  0.1375  -0.0931  -0.4366
Si  2.9415  4.8658  16.2435  -0.1222  0.0268  0.0261
Si  3.2981  9.5331  16.8614  0.1689  0.1175  0.0949
Si  5.2287  12.3364  14.6479  -0.1335  0.061  0.167
Si  11.5663  8.3547  18.0889  0.0124  -0.214  -0.1307
Si  7.3804  2.6123  18.8654  -0.3197  0.0617  -0.3063
Si  12.4586  5.6005  18.7147  -0.1114  -0.1823  -0.2364
Si  9.0012  1.2698  17.6923  0.0449  -0.0502  -0.2623
Si  2.6722  1.2697  18.317  0.1762  0.0508  0.0111
Si  10.7223  5.2088  21.219  0.1182  -0.102  -0.2932
Si  9.3302  3.4765  20.6498  -0.0873  0.211  -0.0607
Si  5.9649  7.821  22.0954  -0.3156  -0.1582  -0.1884
Si  10.9551  1.0928  19.8736  0.2187  -0.2103  -0.095
Si  12.9816  8.6996  20.8059  -0.0057  0.0799  -0.2895
O  -2.1355  2.4419  -1.6146  -0.0603  0.0626  0.3395
O  1.107  -3.2631  1.2257  0.0004  -0.1104  -0.0113
O  4.2606  -6.8598  -6.7538  -0.1679  -0.0502  -0.0225
O  1.6818  1.0525  -3.8074  -0.1981  0.0028  -0.1331
O  -1.609  6.5785  0.3757  0.034  0.209  -0.0493
O  9.1697  -0.721  -8.4984  -0.2826  0.025  0.0483
O  4.0358  3.0468  -2.0611  0.0947  -0.0507  0.3931
O  5.4713  12.0378  -1.0369  0.1448  -0.0186  0.1291
O  5.4628  4.6988  0.7586  -0.3009  -0.857  -0.0265
O  10.4563  2.617  -3.5376  -0.0824  -0.1257  0.0948
O  11.7731  8.8729  -3.7182  0.2766  -0.0747  0.1793
O  5.2194  6.8745  -2.4064  0.105  0.2622  0.1997
O  5.8674  -1.4229  -1.5124  0.0871  0.1466  0.5042
O  9.7819  8.8868  -0.6152  0.2296  -0.0606  0.1141
O  7.5621  7.4899  -1.3745  -0.1126  0.0632  0.0614
O  -3.9581  5.496  13.8002  0.0969  0.1495  -0.3626
O  -5.6684  -0.1094  10.0687  0.0218  -0.1534  -0.1749
O  0.9223  -0.901  10.3341  0.1338  0.31  -0.217
O  2.4821  2.4939  12.4931  0.1232  -0.1204  -0.4998
O  2.6344  5.0345  11.6661  0.0491  -0.2115  -0.458
O  2.6017  8.186  9.723  -0.0208  -0.0209  -0.595
O  -0.8416  12.904  16.5816  -0.0018  -0.4953  0.2317
O  4.2276  -3.9059  11.1357  -0.1392  -0.131  -0.3615
O  4.9595  1.4325  16.2718  0.0096  0.1394  -0.2854
O  7.9097  0.0822  11.9243  -0.2877  -0.6742  0.2208
O  8.7511  4.0729  12.5982  -0.2872  0.9152  -0.2311
O  3.3444  10.75  17.9043  -0.2577  0.0549  -0.1614
O  10.5871  11.5166  12.1247  -0.0082  -0.0568  -0.756
O  8.8689  6.6924  12.5496  -0.1425  0.1961  -0.1823
O  3.2  9.9439  15.3111  0.3553  -0.3655  -0.2984
O  -8.4537  4.4146  14.7603  0.2512  -0.2921  -0.066
O  5.9813  3.4574  9.469  -0.1869  -0.3656  -0.624
O  10.8645  8.3291  12.1063  -0.4568  0.0942  -0.218
O  11.3509  8.5897  14.6137  0.033  0.1559  -0.3975
O  5.2148  -4.1625  18.413  -0.3723  0.1447  0.0938
O  -6.5532  2.7647  14.2303  -0.2763  -0.1602  -0.0377
O  2.1294  -3.7442  13.0592  0.1451  0.0321  -0.212
O  4.5063  0.3962  13.637  0.1231  -0.1706  0.0174
O  12.6499  1.9281  17.1636  -0.0804  -0.198  -0.0309
O  6.9359  -5.4649  11.1226  0.4942  -0.2731  -0.0863
O  6.3728  3.1605  17.7177  -0.0329  -0.2131  0.1554
O  4.4024  5.9741  13.5337  -0.1594  0.3413  -0.1787
O  12.6933  4.6583  17.4086  0.2628  0.2417  0.0608
O  3.9283  2.2724  18.5562  0.0095  -0.0472  -0.2632
O  6.8794  1.2078  14.5806  0.0112  -0.4635  0.0875
O  13.1115  -0.8428  21.7191  -0.0087  -0.0676  -0.0677
O  5.9077  6.6093  15.8019  -0.389  0.2017  -0.2983
O  1.3695  2.152  14.6991  0.2187  -0.0601  -0.0553
O  11.4825  10.8541  15.896  -0.1486  -0.0342  -0.096
O  6.6611  9.545  14.9329  -0.1388  -0.0756  -0.467
O  12.9167  8.6381  17.2645  -0.1446  0.1217  0.1107
O  2.9989  -4.879  19.4081  -0.0505  0.0629  0.0664
O  6.3439  1.9262  19.9741  -0.0287  0.3986  0.2672
O  2.2684  1.6526  22.5664  0.3191  0.3759  -0.358
O  9.9804  6.6813  21.2164  -0.0043  0.1613  0.2869
O  -2.9234  0.2911  16.8593  0.1473  0.013  -0.2581
O  4.6629  -2.1983  16.9845  -0.2807  -0.0879  -0.2748
O  2.3648  9.6497  12.9341  0.1983  -0.2018  0.0464
O  6.4247  3.7079  21.8757  -0.5387  -0.2031  -0.0255
O  8.1675  3.8638  19.5556  0.0947  -0.3728  0.3783
O  10.9085  11.393  21.3996  0.1664  0.1314  -0.0662
O  14.3561  8.4526  19.9347  -0.1581  -0.1215  0.1727
O  11.4457  6.756  18.2016  0.2836  0.1461  0.1322
O  14.2779  6.4276  16.3548  0.1495  -0.1196  0.0415
O  10.3494  8.8601  17.0943  0.2198  0.2215  -0.1422
O  0.7862  4.9177  19.9224  -0.0861  0.2329  0.058
O  20.8563  0.3999  18.7399  0.2175  0.2253  0.0983
O  12.86  7.5057  21.9359  -0.2588  0.0202  0.4628

Results
free energy: -43085.084 eV
free energy less fixed offsets of O -463.61, Si -117.95 eV per atom: -0.504 eV
pressure: -1.22 GPa
stress xx, yy, zz, yz, xz, xy (GPa, positive in tension): 2.54, -0.93, 2.04, 1.52, 0.64, -0.57

The program warned: the forces do not sum to zero within the program's tolerance.
